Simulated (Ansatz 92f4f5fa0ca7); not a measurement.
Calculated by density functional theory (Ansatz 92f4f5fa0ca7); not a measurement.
Periodic cell of 351 atoms, Si241O110, from a study of silicon, its oxide and their interface. The atomic structure is a simulated model.
Doubt: the cutoff is far below the 930 eV that the study's wrapper takes by default for these files, so forces and energies are approximate.
This geometry differs little from another in the collection (a relaxation step or a small displacement).

Settings: functional PBE; potential files Ansatz PAW; basis plane waves; wave-function cutoff 580 eV; density cutoff ratio 5; exchange-correlation grid ratio 1; k mesh 1 x 1 x 1, Gamma-centred; self-consistency stop 5e-08 eV per atom in the density residual; occupations fixed; spin none; net charge 0.

Cell vectors (angstrom)
a, 11.6015, 0, 0
b, 0, 13.3963, 0
c, 0, 0, 40.5025

Atoms: element, x, y, z (angstrom)
Si, 0, 2.2327, 1.1851
Si, 3.8672, 2.2327, 1.1851
Si, 7.7343, 2.2327, 1.1851
Si, 1.9336, 5.5818, 1.1851
Si, 5.8008, 5.5818, 1.1851
Si, 9.6679, 5.5818, 1.1851
Si, 0, 8.9308, 1.1851
Si, 3.8672, 8.9308, 1.1851
Si, 7.7343, 8.9308, 1.1851
Si, 1.9336, 12.2799, 1.1851
Si, 5.8008, 12.2799, 1.1851
Si, 9.6679, 12.2799, 1.1851
Si, 1.9336, 1.1164, 1.9745
Si, 5.8008, 1.1164, 1.9745
Si, 9.6679, 1.1164, 1.9745
Si, 0, 4.4654, 1.9745
Si, 3.8672, 4.4654, 1.9745
Si, 7.7343, 4.4654, 1.9745
Si, 1.9336, 7.8145, 1.9745
Si, 5.8008, 7.8145, 1.9745
Si, 9.6679, 7.8145, 1.9745
Si, 0, 11.1635, 1.9745
Si, 3.8672, 11.1635, 1.9745
Si, 7.7343, 11.1635, 1.9745
Si, 1.9336, 1.1164, 4.3426
Si, 5.8008, 1.1164, 4.3426
Si, 9.6679, 1.1164, 4.3426
Si, 0, 4.4654, 4.3426
Si, 3.8672, 4.4654, 4.3426
Si, 7.7343, 4.4654, 4.3426
Si, 1.9336, 7.8145, 4.3426
Si, 5.8008, 7.8145, 4.3426
Si, 9.6679, 7.8145, 4.3426
Si, 0, 11.1635, 4.3426
Si, 3.8672, 11.1635, 4.3426
Si, 7.7343, 11.1635, 4.3426
Si, 0, 0, 36.1619
Si, 3.8672, 0, 36.1619
Si, 7.7343, 0, 36.1619
Si, 1.9336, 3.3491, 36.1619
Si, 5.8008, 3.3491, 36.1619
Si, 9.6679, 3.3491, 36.1619
Si, 0, 6.6981, 36.1619
Si, 3.8672, 6.6981, 36.1619
Si, 7.7343, 6.6981, 36.1619
Si, 1.9336, 10.0472, 36.1619
Si, 5.8008, 10.0472, 36.1619
Si, 9.6679, 10.0472, 36.1619
Si, 0, 0, 38.5301
Si, 3.8672, 0, 38.5301
Si, 7.7343, 0, 38.5301
Si, 1.9336, 3.3491, 38.5301
Si, 5.8008, 3.3491, 38.5301
Si, 9.6679, 3.3491, 38.5301
Si, 0, 6.6981, 38.5301
Si, 3.8672, 6.6981, 38.5301
Si, 7.7343, 6.6981, 38.5301
Si, 1.9336, 10.0472, 38.5301
Si, 5.8008, 10.0472, 38.5301
Si, 9.6679, 10.0472, 38.5301
Si, 0, 2.2327, 39.3194
Si, 3.8672, 2.2327, 39.3194
Si, 7.7343, 2.2327, 39.3194
Si, 1.9336, 5.5818, 39.3194
Si, 5.8008, 5.5818, 39.3194
Si, 9.6679, 5.5818, 39.3194
Si, 0, 8.9308, 39.3194
Si, 3.8672, 8.9308, 39.3194
Si, 7.7343, 8.9308, 39.3194
Si, 1.9336, 12.2799, 39.3194
Si, 5.8008, 12.2799, 39.3194
Si, 9.6679, 12.2799, 39.3194
Si, -3.5901, 0.1069, 28.9284
Si, 4.6234, 4.1889, 27.1499
Si, 13.3159, -2.466, 27.2937
Si, 1.8438, -1.1079, 30.3623
Si, 1.9283, 0.9606, 29.2518
Si, 11.7069, 2.324, 32.2369
Si, -5.7137, 12.7122, 29.7277
Si, 7.8137, 9.0622, 29.8693
Si, 13.2327, 5.0598, 29.9352
Si, 7.688, 6.7992, 29.0648
Si, 0.8028, 6.2119, 27.0112
Si, 5.9043, 5.5796, 29.9893
Si, 5.4429, 5.8332, 25.5773
Si, 7.9842, 2.3723, 29.6104
Si, 3.7199, 7.8438, 24.0156
Si, -2.4961, 10.4895, 26.7923
Si, 0.0809, 8.9368, 32.2106
Si, 4.7915, 10.2157, 18.9583
Si, -1.9167, 5.746, 29.7687
Si, 7.8068, 8.9771, 32.2263
Si, 9.9678, 3.5335, 28.9527
Si, -0.0979, 14.9665, 26.1232
Si, 10.5576, 17.0802, 26.6486
Si, 10.933, 14.9118, 23.2749
Si, -4.8024, -3.6327, 26.6317
Si, 3.9661, 2.088, 32.0702
Si, 7.8295, 2.2811, 32.0589
Si, 2.0205, 5.5361, 32.2101
Si, 6.4791, 7.3883, 27.083
Si, 9.699, 5.6209, 32.1661
Si, 0.2611, 9.0211, 29.8511
Si, 6.0116, 10.4042, 28.8851
Si, 2.3101, 10.212, 29.3708
Si, 1.9638, 12.2671, 32.6118
Si, 5.919, 12.3457, 32.1217
Si, 9.8109, 12.3094, 32.1819
Si, 2.0078, 1.1673, 33.0599
Si, 5.9249, 1.14, 32.9747
Si, 9.7483, 1.1684, 32.9311
Si, 0.0376, 4.5324, 33.0463
Si, 3.9267, 4.3585, 32.9494
Si, 7.7953, 4.4686, 32.9859
Si, 2.045, 7.8114, 32.9298
Si, 5.8856, 7.8403, 33.0558
Si, 9.7286, 7.8337, 32.9842
Si, 0.023, 11.1128, 33.1252
Si, 4.008, 11.1923, 33.0229
Si, 7.8247, 11.2183, 32.9604
Si, 1.9446, 1.1349, 35.4047
Si, 5.8178, 1.1234, 35.3577
Si, 9.6734, 1.1235, 35.3333
Si, -0.0036, 4.4778, 35.3986
Si, 3.8712, 4.439, 35.3391
Si, 7.7436, 4.458, 35.3636
Si, 1.9477, 7.8122, 35.3323
Si, 5.8085, 7.8193, 35.4027
Si, 9.6752, 7.8178, 35.3617
Si, -0.0146, 11.1522, 35.4451
Si, 3.8932, 11.1629, 35.3826
Si, 7.7429, 11.177, 35.3481
Si, -0.017, 0.0156, 5.145
Si, 3.8648, -0.0096, 5.2169
Si, 7.7341, -0.005, 5.1657
Si, 1.8964, 3.3396, 5.1641
Si, 5.7788, 3.3378, 5.119
Si, 9.6453, 3.3485, 5.1009
Si, 0.0019, 6.6919, 5.0919
Si, 3.8725, 6.7032, 5.1275
Si, 7.7316, 6.6973, 4.9525
Si, 1.9291, 10.0065, 5.2399
Si, 5.7929, 10.0474, 5.2113
Si, 9.6664, 10.0785, 4.9757
Si, -0.1322, 0.0153, 7.519
Si, 3.7752, -0.0461, 7.6679
Si, 7.6597, -0.0404, 7.5633
Si, 1.6835, 3.348, 7.5483
Si, 5.596, 3.2952, 7.4701
Si, 9.4172, 3.307, 7.4393
Si, -0.0574, 6.6735, 7.4251
Si, 3.8745, 6.679, 7.4931
Si, 7.7251, 6.6828, 7.2166
Si, 1.8444, 9.9053, 7.7167
Si, 5.7348, 10.026, 7.6574
Si, 9.6095, 10.1184, 7.2542
Si, -0.3278, 2.2488, 8.4046
Si, 3.6235, 2.2475, 8.3322
Si, 5.205, 7.7723, 14.4293
Si, 1.9023, 5.6173, 8.2195
Si, 5.8601, 5.552, 8.1035
Si, 9.578, 5.5594, 8.1156
Si, 0.951, 11.9226, 10.4501
Si, 3.8976, 8.7841, 8.5671
Si, 7.7757, 8.8868, 8.0332
Si, 1.7594, 12.2042, 8.2832
Si, 5.7761, 12.2635, 8.4744
Si, 9.5995, 12.2321, 8.3699
Si, -2.5158, 6.2655, 10.3225
Si, 3.6077, 6.8274, 21.1117
Si, 7.4825, 2.1845, 8.3106
Si, 7.6901, 10.9071, 13.68
Si, 8.7754, 2.1761, 19.8288
Si, 14.8731, 2.6057, 10.6427
Si, 1.7861, 15.8555, 16.1645
Si, 7.7524, 2.6782, 10.6237
Si, 5.5121, 12.2146, 11.6745
Si, 0.5641, 18.0885, 16.7782
Si, 9.3783, 8.4965, 9.7148
Si, 12.5303, 13.5262, 21.1604
Si, 5.4882, 1.8151, 12.5079
Si, 10.6355, 4.855, 11.4369
Si, 5.8928, -0.0371, 15.8081
Si, -3.0318, 0.1446, 14.4576
Si, 4.3763, 7.362, 11.4017
Si, 7.3699, -0.2197, 21.2699
Si, 7.849, 6.7738, 15.5532
Si, 0.8707, 7.9221, 16.9033
Si, 10.2282, 2.64, 10.6102
Si, -1.1381, 5.6405, 14.3475
Si, 1.5535, 13.5792, 11.9403
Si, 5.6654, 10.3282, 15.9405
O, 14.332, -5.4008, 20.4445
O, 13.0237, -3.8591, 26.4732
O, 4.5277, 5.2326, 17.5355
O, 20.4708, -14.8267, 14.1177
O, -6.9497, 2.7929, 11.4898
O, 4.7925, 9.1444, 15.2322
O, 4.7521, 6.3481, 20.0281
O, 15.8368, -4.8978, 10.2078
O, 47.4809, 0.9612, 15.7762
O, -11.3823, -8.6572, 26.537
O, 20.6063, 12.4577, 18.0935
O, 21.2552, -12.8261, 23.1916
O, 30.9637, 3.2163, 23.7715
O, 9.4063, 4.2074, 25.564
O, 26.8971, 0.5927, 25.4125
O, -8.9647, 12.2745, 23.6806
O, 28.8112, 9.8924, 17.5373
O, 16.4439, -1.5371, 18.9419
O, 6.9214, 0.2885, 14.5441
O, 3.6589, 1.1085, 22.4842
O, 13.9753, -11.9508, 11.3478
O, 4.6243, -5.4418, 12.9104
O, 14.3345, 11.7687, 26.3252
O, 30.2524, -24.9291, 11.9093
Si, 6.3687, 17.352, 23.3045
Si, 33.0686, 12.2677, 29.7998
Si, 8.3824, 0.3853, 17.3747
Si, 9.8577, 10.0382, 24.5747
Si, 14.4247, 11.1249, 12.4054
Si, 21.0463, 8.8066, 21.9673
Si, 9.9868, -4.7798, 16.4187
Si, 11.3136, 8.859, 8.2398
Si, 14.3648, 3.963, 21.0283
Si, 5.8173, 3.368, 29.0473
Si, 1.7398, -16.7339, 14.8443
Si, 20.6169, -0.4513, 26.8242
Si, 15.1155, -0.9774, 25.0631
Si, -1.3611, 11.449, 17.7632
Si, 35.7661, 8.6745, 25.1741
Si, -9.2211, 0.8121, 18.5858
Si, 24.3774, 12.8071, 16.3885
Si, 21.7827, -1.3439, 10.7167
Si, 20.8177, -9.4368, 23.9575
Si, 23.523, -0.8226, 28.6081
Si, 8.6415, -0.4651, 23.8789
Si, 1.9745, 5.4968, 10.5535
Si, 28.0802, -8.4208, 19.1156
Si, 25.6447, 22.6267, 19.4295
Si, 2.8907, -0.3252, 22.2686
Si, 17.4376, 5.594, 32.3103
Si, -0.0378, 10.7488, 20.5589
Si, 28.5174, 5.2823, 16.0922
Si, 10.9671, 8.5534, 13.7466
Si, 15.9111, 1.4547, 29.7121
Si, 9.8251, 10.0075, 29.0212
Si, -2.0765, 23.2446, 11.5365
Si, 19.0325, 4.1105, 20.352
Si, 17.298, 10.2987, 24.4807
Si, 16.2602, -13.7902, 20.0715
Si, 27.4778, 22.4847, 29.827
Si, 14.4681, 1.97, 25.6728
Si, 26.7257, 16.07, 22.9236
Si, 27.217, 8.9667, 32.1957
Si, 16.2269, 7.0785, 28.6742
Si, 10.3507, 14.1704, 12.0506
Si, 18.4224, 10.1873, 21.363
Si, 26.134, 5.6339, 28.0069
Si, 12.1107, 2.8554, 29.9559
Si, 23.3065, 6.7264, 29.1818
Si, 6.7873, 19.0543, 10.2609
Si, 11.4655, 17.2852, 19.8571
Si, 16.1649, 15.8601, 14.7751
Si, 9.6843, 5.7536, 21.4896
O, 13.324, -1.8521, 15.5144
O, 16.1522, 9.1431, 24.5028
O, 28.8368, 23.1229, 20.3092
O, 8.8963, 6.0139, 14.5607
O, 11.7688, 1.069, 24.5853
O, 33.714, 0.3879, 26.7807
O, 29.2624, 12.3332, 10.1349
O, 14.4793, 23.5125, 13.6764
O, 18.446, 7.6226, 14.5574
O, 29.202, 0.3567, 20.6048
O, 3.9048, -10.5385, 26.5094
O, 11.0358, 5.0984, 20.8671
O, 3.9376, -1.1741, 21.3281
O, 6.5943, -1.7626, 12.7228
O, -2.3012, 5.2962, 23.0249
O, 38.6574, 30.6827, 19.7901
O, -7.4059, 7.4221, 22.512
O, 6.3996, 57.9729, 19.1192
O, 21.0053, -1.9195, 23.878
O, -6.8136, 1.1475, 15.7545
O, 18.693, 37.1476, 15.106
O, 5.7032, -6.9711, 11.2208
O, 10.5393, 4.6432, 13.07
O, 12.0542, -21.1479, 11.1386
O, 2.4285, 3.9708, 10.891
O, 9.7021, 23.5054, 17.0116
O, 10.6454, -4.5949, 12.1863
O, 18.6841, 4.1617, 10.8755
O, 20.1674, -11.6636, 18.2614
O, 1.5227, 10.2923, 20.3131
O, -0.7331, -2.5315, 19.117
O, 11.8395, 0.7076, 12.7782
O, -8.6248, -6.8836, 11.3695
O, 39.7833, -1.649, 24.8043
O, 8.53, 0.8047, 20.726
O, -22.951, 28.1644, 21.9711
O, 18.4834, 19.0998, 16.3326
O, 15.8632, -2.2203, 11.6536
O, 26.1306, 2.738, 14.9888
O, 9.9378, -6.0595, 21.5323
O, -0.6352, 18.2312, 15.668
O, 20.8902, 1.0121, 13.2983
O, -5.3569, 5.3188, 24.2102
O, 27.2596, 19.9937, 25.0249
O, 23.0007, 6.9835, 14.0329
O, 6.4933, 17.5892, 21.7018
O, 28.3513, 11.8927, 15.7595
O, 13.3023, 24.0492, 11.2945
O, 34.6574, -3.7692, 24.4437
O, 8.3209, -3.591, 12.6651
O, 37.2637, 12.643, 12.9526
O, -0.2938, 12.3242, 16.9038
O, 2.3617, 15.5754, 17.6942
O, 23.1767, 4.352, 18.2837
O, 31.2248, 9.0964, 21.2291
O, 20.3154, 34.3765, 16.7231
O, -6.3033, 17.2154, 15.3529
O, 22.0487, -23.7396, 23.4047
O, 24.6147, 21.9768, 18.3122
O, 11.5471, -1.1692, 21.2462
O, 36.6601, 8.7556, 15.8362
O, 31.4392, 13.3487, 25.4077
O, 39.3901, 6.4217, 15.1473
O, 12.7242, 40.8592, 19.6245
O, -2.4378, -4.4849, 23.5885
O, 21.3493, 22.198, 14.7926
O, 6.7863, 0.0842, 17.1683
O, 23.5565, -3.6006, 14.0636
O, 9.1083, 14.0163, 15.9218
O, 14.2627, 5.5412, 21.4888
O, 33.8698, -3.6086, 21.5089
O, 7.4811, 11.6026, 20.8318
O, 16.6198, 27.0578, 12.2383
O, 3.7599, -12.5963, 19.4357
O, 7.3328, -0.3014, 22.9126
O, 12.942, 3.4446, 20.4063
O, 0.4232, -6.1518, 25.7677
O, -9.4545, 8.2882, 24.1127
O, 14.1256, 29.5189, 24.2447
O, 24.367, 6.274, 16.8731
O, 24.7058, -25.0785, 26.5754
O, 41.1305, -16.4933, 22.9408
O, -26.33, 45.559, 20.4622
O, 21.9353, 2.7013, 19.9683
O, 2.2599, -0.4933, 17.6122
O, 39.8186, 16.4821, 23.4973

Results
free energy: -215748.943 eV
free energy less fixed offsets of O -568.88, Si -635.61 eV per atom: 9.867 eV

Forces (eV/angstrom), in the order of the atoms: element, x, y, z
Si, -0.0043, 0.0288, 0.0237
Si, 0.0062, -0.0002, 0.0337
Si, 0.0144, 0.0386, -0.04
Si, 0.0121, 0.0124, -0.0008
Si, 0.0329, -0.0071, 0.04
Si, 0.0235, 0.0126, -0.002
Si, -0.0057, -0.0107, -0.0193
Si, 0.0206, -0.0545, -0.0232
Si, -0.0016, -0.0358, -0.0035
Si, -0.032, -0.0096, -0.0115
Si, 0.0476, 0.0222, -0.0169
Si, 0.0029, 0.0388, 0.0685
Si, 0.0405, -0.0236, -0.0187
Si, -0.0311, -0.0792, -0.017
Si, -0.0646, -0.0433, 0.0091
Si, -0.0451, -0.0414, 0.002
Si, -0.1016, 0.0154, -0.0271
Si, -0.0858, -0.1372, -0.007
Si, 0.022, 0.0425, -0.0085
Si, -0.1063, 0.1494, 0.0066
Si, 0.0783, 0.0206, -0.0019
Si, 0.2127, 0.0304, -0.0142
Si, -0.0454, -0.0312, -0.0697
Si, -0.2032, 0.027, -0.0077
Si, 0.0322, -0.0827, 0.322
Si, -0.1004, -0.2005, 0.2185
Si, -0.1787, -0.0382, -0.0839
Si, -0.145, -0.0927, -0.1508
Si, -0.2615, -0.0505, 0.1712
Si, -0.205, -0.3271, -0.4643
Si, 0.0412, 0.0801, -0.024
Si, -0.2907, 0.3281, -0.2187
Si, 0.2494, 0.0517, -0.5561
Si, 0.5566, 0.1417, 0.0239
Si, -0.1403, -0.12, 0.673
Si, -0.508, 0.1789, -0.1234
Si, -0.0485, 0.1404, -0.0584
Si, 0.1919, 0.075, -0.0544
Si, 0.1451, 0.0516, -0.1024
Si, 0.0331, 0.1492, 0.1846
Si, 0.0605, -0.0078, -0.0377
Si, 0.0164, -0.0687, 0.0264
Si, 0.1135, 0.158, -0.0234
Si, -0.0021, -0.156, -0.2252
Si, 0.1243, -0.0501, -0.0334
Si, 0.1736, -0.1086, -0.0916
Si, 0.2538, 0.0772, 0.1608
Si, -0.2626, -0.0867, 0.2312
Si, -0.0183, 0.0527, 0.0219
Si, 0.0623, 0.0002, -0.0114
Si, 0.0413, 0.039, 0.0169
Si, 0.0109, 0.0696, 0.0044
Si, 0.0218, -0.0043, 0.0049
Si, 0.0013, -0.0216, 0.0062
Si, 0.0488, 0.0754, 0.0125
Si, -0.0145, -0.0556, 0.0174
Si, 0.0536, -0.0105, 0.0117
Si, 0.064, -0.0545, -0.006
Si, 0.0874, 0.019, -0.0044
Si, -0.0916, -0.0513, -0.0024
Si, 0.0071, -0.0168, 0.004
Si, -0.0097, 0.0038, -0.0208
Si, -0.0132, -0.0284, 0.0152
Si, -0.0145, -0.0188, 0.0204
Si, -0.0214, 0.0047, -0.0211
Si, -0.026, -0.0104, -0.0118
Si, 0.0008, 0.007, 0.0006
Si, -0.018, 0.059, -0.0248
Si, 0.0035, 0.0336, 0.053
Si, 0.0333, 0.0109, -0.0465
Si, -0.0543, -0.0222, 0.0009
Si, -0.0078, -0.0445, -0.0192
Si, 0.0224, 0.0022, 0.0117
Si, 0.0063, -0.0065, -0.0126
Si, -0.019, 0.0453, 0.0529
Si, 0.0422, -0.0972, 0.0155
Si, -0.0119, 0.0811, -0.0337
Si, 0.0022, 0.0002, 0.0087
Si, -0.0158, 0.0012, 0.0148
Si, 0.0096, 0.0231, 0.0024
Si, -0.0045, -0.0073, 0.0024
Si, 0.0026, -0.0133, -0.0027
Si, 0.0127, 0.0037, -0.0121
Si, 0.0003, 0.0023, 0.0084
Si, -0.0112, -0.0134, 0.0023
Si, 0.0019, 0.0041, 0.0018
Si, -0.0017, -0.0055, -0.0153
Si, -0.0021, 0.0036, -0.0023
Si, 0.0002, -0.0018, -0.0047
Si, -0.0261, -0.0087, 0.0054
Si, 0.0071, -0.0079, -0.0079
Si, -0.0021, 0.0007, -0.001
Si, 0.0051, -0.0004, -0.0008
Si, -0.0065, -0.0038, -0.0166
Si, -0.0201, -0.0295, 0.0042
Si, 0.0096, 0.0065, -0.0049
Si, 0.0056, 0.0017, 0.0046
Si, 0.0081, 0.0008, 0.0001
Si, -0.0007, -0.0044, -0.0011
Si, 0.0009, 0.0048, 0.0018
Si, -0.0021, 0.0082, 0.0013
Si, 0.0032, 0.0027, 0.0048
Si, 0.0365, 0.0021, -0.0105
Si, -0.0007, -0.0199, 0.0025
Si, -0.074, 0.0077, 0.0224
Si, 0.0144, 0.0175, 0.0259
Si, 0.0016, -0.0035, -0.0034
Si, -0.0068, 0.0028, -0.0104
Si, 0.004, 0.0014, 0.0118
Si, -0.0007, -0.0003, 0.0054
Si, -0.0012, -0.0001, 0.0024
Si, 0.0001, -0.002, 0.0032
Si, 0.0003, -0.0003, 0.0035
Si, 0.0032, 0.0007, 0.0023
Si, -0.0068, -0.0002, 0.009
Si, -0.0004, -0.0001, 0.0005
Si, 0.0018, -0.0021, 0.0087
Si, -0.0066, -0.0099, -0.0056
Si, 0.0023, 0.0024, -0.0002
Si, -0.0018, 0.0009, 0.0045
Si, -0.0019, 0.0037, 0.0018
Si, 0.0016, -0.0001, -0.001
Si, 0.0008, 0.0012, 0.0013
Si, -0.0001, -0.0016, -0.0003
Si, -0.0012, 0.0028, 0.0028
Si, 0.0005, 0.0001, 0.0021
Si, 0.004, 0.0007, 0.0009
Si, -0.0006, 0.0001, 0.0004
Si, 0.0001, -0.0007, 0.0008
Si, 0.0006, 0.0039, 0.0047
Si, -0.003, 0.0015, 0.002
Si, 0.0019, -0.0009, 0.0012
Si, 0.0001, 0.0004, -0.0005
Si, -0.002, 0.002, 0.005
Si, -0.0016, 0.0017, -0.0003
Si, -0.0003, 0.0001, -0.0066
Si, -0.0015, 0.0023, 0.0008
Si, -0.0033, -0.0047, 0.0027
Si, -0.0001, -0.0009, -0.0011
Si, -0.0052, -0.0012, -0.0012
Si, -0.0002, -0.0002, -0.0044
Si, -0.0002, -0.0005, 0.0023
Si, -0.0012, -0.0027, 0.0041
Si, 0.0004, -0.0086, -0.008
Si, -0.0013, 0.0026, 0.0017
Si, 0.0049, -0.0045, 0.0034
Si, -0.0015, -0.0041, 0.0032
Si, 0.0175, 0.0031, 0.0047
Si, 0.0192, -0.0027, -0.0015
Si, 0.0229, 0.0067, -0.0046
Si, -0.0042, 0.0013, -0.0029
Si, 0.0052, 0.0079, -0.0022
Si, -0.0112, -0.0017, 0.0036
Si, 0.0072, -0.0027, 0.0063
Si, -0.0062, 0.0013, 0.0033
Si, -0.0026, 0.0026, 0.0098
Si, -0.013, -0.0047, 0
Si, -0.0062, -0.0013, -0.0002
Si, -0.0054, -0.0057, 0.0079
Si, -0.0055, -0.0043, -0.0032
Si, 0.0013, -0.0014, -0.0041
Si, -0.0039, -0.0003, 0.0082
Si, -0.0024, 0.0085, 0.0087
Si, -0.0046, 0.0052, -0.0178
Si, 0.0036, 0.0032, -0.0046
Si, -0.0058, -0.001, -0.0021
Si, -0.0107, 0.0048, -0.0108
Si, 0.0017, 0.0056, -0.0065
Si, -0.0043, 0.0021, -0.0198
Si, -0.0016, -0.003, -0.0039
Si, -0.0234, -0.0066, -0.0252
Si, -0.002, 0.0025, 0.0065
Si, -0.0018, 0.0088, 0.0104
Si, 0.0171, 0.0021, 0.0275
Si, -0.0057, 0.0122, -0.0009
Si, 0.0109, 0.0007, 0.0278
Si, -0.0162, 0.0034, 0.0139
Si, 0.0119, -0.0122, 0.0047
Si, -0.0166, -0.0058, 0.007
Si, 0.0089, 0.0027, 0.0097
Si, -0.0294, 0.0028, 0.038
Si, 0.0013, -0.001, 0.0175
Si, -0.0029, 0.0121, -0.0068
Si, -0.0041, 0.0015, 0.0058
Si, -0.0142, -0.0011, 0.0147
Si, 0.0041, 0.0033, 0.0005
Si, 0.0034, -0.0083, 0.0084
Si, -0.0346, 0.0027, -0.0068
Si, 0.0006, -0.0065, 0.0058
Si, 0.0137, 0.0024, 0.0143
Si, -0.0033, -0.0028, 0.004
Si, 0.0022, 0.006, 0.0056
O, -0.0013, 0.0083, -0.0005
O, -0.0003, -0.0236, -0.0086
O, 0.007, 0, -0.0027
O, 0.0087, 0.0053, -0.0032
O, -0.0057, -0.0008, -0.0198
O, 0.0011, -0.0008, -0.004
O, 0.0058, -0.0007, 0.0046
O, 0.0046, -0.008, 0.0091
O, -0.005, -0.0056, 0
O, 0.0169, 0.0005, 0.0004
O, -0.0024, -0.0008, 0.0047
O, -0.0164, -0.017, 0.01
O, -0.0109, -0.0025, 0.0035
O, -0.0029, 0.0106, 0.0038
O, 0.0025, -0.0073, 0.0121
O, -0.0039, -0.0058, 0.0139
O, 0.0026, 0.0004, 0.0001
O, 0.0011, -0.0086, -0.0074
O, 0.0041, -0.0005, 0.0005
O, 0.003, -0.0084, 0.0004
O, 0.0012, -0.0071, -0.0066
O, 0.0024, 0.0038, 0.0096
O, 0.0115, -0.0062, -0.0088
O, 0.0191, 0.0003, -0.0109
Si, 0.0051, -0.0036, 0.0022
Si, -0.0484, -0.0067, 0.0247
Si, 0.0053, 0.0037, 0.0018
Si, -0.0056, 0.0094, 0.0024
Si, 0.0057, -0.0027, -0.002
Si, 0.0018, 0.0047, -0.0099
Si, 0.04, -0.0154, 0.0176
Si, 0.0223, -0.0001, 0.0009
Si, 0.0002, -0.0062, 0.0043
Si, -0.0011, -0.0093, -0.0028
Si, 0.0038, -0.0066, 0.0053
Si, 0.0141, -0.0051, -0.0108
Si, 0.0078, 0.0022, -0.0191
Si, 0.0033, -0.0091, 0.0029
Si, 0.0102, -0.0071, -0.03
Si, 0.0029, 0.007, 0.0015
Si, 0.004, 0.0109, 0.0036
Si, 0.0108, -0.0053, 0.0027
Si, 0.0007, 0.0044, -0.0038
Si, 0.0253, -0.0024, -0.0657
Si, 0.0053, 0.0093, -0.0184
Si, 0.0175, 0.0026, 0.0254
Si, -0.0036, -0.0031, -0.0054
Si, 0.0174, 0.0116, -0.0038
Si, -0.0062, 0.0046, -0.014
Si, 0.0008, -0.0008, -0.0035
Si, 0.0127, 0.0018, 0.0097
Si, -0.0043, -0.0076, 0.0178
Si, 0.0196, -0.0057, 0.0169
Si, 0.0136, 0.0143, 0.0034
Si, -0.0107, -0.0015, 0.0196
Si, 0.0037, 0.004, -0.0008
Si, 0.0029, -0.0098, -0.0068
Si, -0.0038, 0.0035, -0.0049
Si, -0.009, 0.0084, 0
Si, 0.0333, 0.0117, -0.0037
Si, -0.0038, -0.008, -0.037
Si, -0.0067, 0.0066, -0.0092
Si, 0.0039, -0.0011, 0.0051
Si, -0.0086, -0.0077, -0.0062
Si, -0.0026, 0.0022, 0.0013
Si, -0.0003, 0.0004, -0.0092
Si, 0.011, 0.0098, 0.0006
Si, 0.0044, -0.0092, -0.007
Si, -0.0255, 0.02, 0.0343
Si, 0.0349, -0.0157, -0.0172
Si, 0.0075, -0.0018, -0.0073
Si, 0.0083, -0.0077, -0.0278
Si, 0.0045, -0.007, -0.0081
O, 0.0004, -0.0071, -0.007
O, 0.0061, 0.0103, 0.0108
O, 0.0129, -0.0007, 0.0086
O, -0.0019, 0.0038, 0.0022
O, 0.0018, -0.0003, 0.0048
O, 0.0088, 0.0035, 0.0193
O, 0.0113, -0.0055, -0.0073
O, -0.0079, -0.01, 0.009
O, -0.0021, 0.0014, -0.0041
O, 0.0101, 0.002, 0.0031
O, 0.0138, 0.0165, 0.0177
O, -0.0003, 0.0016, 0.0055
O, 0.0026, -0.0054, 0.0042
O, 0.0066, -0.0019, 0.0049
O, 0.0027, 0.002, 0.0027
O, 0.0054, -0.0019, 0.0018
O, 0.0053, -0.0023, 0.0067
O, 0.0027, 0.0018, 0.0004
O, 0.0026, -0.0007, 0.0029
O, 0.0071, -0.0041, 0.003
O, -0.0007, -0.0106, 0.0082
O, -0.0124, 0.004, 0.0103
O, -0.0044, -0.0071, -0.0172
O, -0.0013, 0.0058, -0.0042
O, -0.0086, 0.0064, -0.0099
O, -0.0034, 0.0093, 0.0009
O, -0.0019, -0.0025, -0.0068
O, -0.0154, 0.0191, 0.0093
O, 0.0014, -0.0031, -0.0006
O, 0.0025, 0.0004, 0.0056
O, -0.0101, 0.0006, -0.0158
O, 0.0038, -0.0058, 0.0014
O, -0.001, -0.0022, -0.0132
O, -0.0001, -0.0017, 0.0128
O, 0.0028, 0.0012, 0.0017
O, 0.0124, -0.007, -0.0048
O, 0.0042, 0.0056, -0.0054
O, 0.001, -0.0032, -0.0007
O, -0.0001, 0.002, -0.0051
O, -0.0007, -0.0007, 0.005
O, -0.0037, -0.0036, -0.0069
O, -0.0043, 0.0004, 0.0026
O, 0.0072, 0.0019, 0.0085
O, -0.0024, -0.0032, 0.0236
O, -0.0042, -0.0042, -0.007
O, 0.0043, 0.0027, -0.0037
O, -0.003, -0.0077, 0.0002
O, 0.0043, -0.0028, -0.0082
O, 0.007, 0.0032, 0.0061
O, -0.0035, -0.0068, -0.0018
O, -0.0029, 0.0092, -0.0007
O, -0.005, -0.004, 0.0029
O, 0.0038, -0.002, 0.0062
O, -0.0023, -0.0005, 0.006
O, 0.0001, -0.002, 0.0058
O, -0.0026, -0.0004, -0.002
O, 0.0039, -0.0001, -0.0039
O, 0.0014, 0.0078, -0.0021
O, 0.0065, 0.0032, 0.0033
O, 0.0015, 0, 0.0059
O, 0.0043, 0.0084, -0.0103
O, -0.0041, -0.0024, 0.0048
O, 0.0024, 0.0081, -0.0094
O, 0.0011, -0.0025, -0.0035
O, -0.0006, -0.0103, 0.0007
O, -0.0062, 0.0071, -0.011
O, -0.0019, -0.0008, 0.0008
O, 0.005, 0.0034, 0.0035
O, 0.0013, -0.0009, 0
O, -0.0002, -0.0028, 0.0073
O, 0.0011, 0.0017, 0.0094
O, 0.001, -0.0043, 0.0024
O, -0.0078, 0.0059, -0.0038
O, 0.0016, -0.0048, 0.0028
O, -0.0017, -0.0015, 0.0088
O, -0.0015, 0.002, 0.0021
O, -0.0054, 0.004, 0.007
O, -0.0043, 0.0024, 0.0135
O, -0.0068, 0.0032, 0.0137
O, 0.0036, 0.0024, -0.0025
O, 0.0044, -0.0044, 0.0377
O, 0.0059, -0.0025, -0.0003
O, 0.0024, 0.004, 0.0042
O, 0.0027, -0.0028, 0.0002
O, 0.006, -0.0008, 0.0043
O, 0.004, 0.0034, 0.0133

The program warned: the cutoff lies below the one the program advises for these potential files; the exchange-correlation potential is rough where the density is thin.
